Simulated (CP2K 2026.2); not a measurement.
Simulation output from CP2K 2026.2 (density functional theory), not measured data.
Periodic cell of 547 atoms, Si316O221N10, from a study of silicon, its oxide and their interface. The atomic structure is a simulated model.
Doubt: the forces sum to 3.53 eV/angstrom along one axis rather than to zero, so they err by at least 0.0065 eV/angstrom per atom on average; the grid cutoff is modest.

Settings: functional PBE; method Gaussian and plane waves; basis set DZVP-MOLOPT-SR-GTH; pseudopotentials GTH-PBE; grid cutoff 350 Ry, relative cutoff 50 Ry; k points Gamma only; occupations fixed; spin none; net charge 0.

Cell vectors (angstrom)
a 16.3305 0 0
b 0 16.3305 0
c 0 0 34.1901

Atoms and the computed forces on them: element, x, y, z (angstrom), force x, y, z (eV/angstrom)
Si 16.009 0.166 34.028 0.408 -0.246 0.693
Si 3.44 2.236 34.147 -0.083 -0.237 0.774
Si 0.117 5.385 0.117 -0.202 0.173 0.754
Si 2.193 8.709 0.113 0.122 -0.181 0.755
Si 16.287 10.729 0.496 -0.004 -0.137 0.577
Si 2.241 13.28 33.788 0.226 0.215 0.868
Si 5.601 16.273 0.269 -0.209 0.111 0.394
Si 8.316 2.233 0.164 -0.283 0.451 0.67
Si 5.388 5.409 34.047 -0.007 0.225 0.668
Si 8.641 8.012 0.096 -0.271 -0.108 0.719
Si 5.659 10.394 33.932 -0.144 0.402 0.508
Si 7.791 13.994 34.169 0.087 -0.145 0.735
Si 10.773 0.225 0.037 0.198 -0.388 0.697
Si 13.909 2.462 0.343 -0.02 -0.027 0.776
Si 10.642 5.62 34.102 0.101 -0.185 0.714
Si 13.18 8.314 0.039 0.237 -0.072 0.771
Si 11.163 10.637 0.27 0.049 0.002 0.669
Si 14.297 13.093 0.09 -0.352 0.121 0.78
Si 1.525 1.209 1.076 -0.039 -0.021 -0.022
Si 4.072 4.095 1.333 -0.011 0.009 -0.028
Si 1.282 6.932 1.4 0.044 -0.022 -0.062
Si 3.939 9.716 1.323 0.035 0.02 -0.076
Si 1.387 12.202 1.539 -0.033 0.049 -0.059
Si 3.89 14.8 1.037 -0.074 -0.003 -0.037
Si 6.871 1.247 1.703 -0.041 -0.069 0.038
Si 9.44 4.051 1.22 -0.003 -0.048 0.002
Si 6.846 6.817 1.158 0.025 0.03 -0.08
Si 9.675 9.443 1.607 -0.01 -0.012 -0.048
Si 6.81 12.108 1.151 -0.101 0.045 0.01
Si 9.543 14.949 1.292 -0.018 -0.017 -0.034
Si 12.305 1.26 1.493 -0.043 0 -0.008
Si 15.104 4.056 1.505 -0.007 0.008 -0.063
Si 12.172 6.702 1.386 -0.033 -0.033 -0.037
Si 14.808 9.316 1.5 -0.047 -0.051 -0.024
Si 12.444 12.221 1.349 0.021 0.035 -0.067
Si 15.096 14.903 1.4 -0.03 0.054 -0.062
Si 0.214 2.616 2.639 0.021 -0.029 0.021
Si 2.725 16.192 2.59 -0.011 0.016 0.02
Si 16.247 8.101 2.867 -0.019 -0.01 0.015
Si 2.693 5.466 2.666 -0.011 0.052 0.003
Si 0.096 13.649 2.834 0.012 0.011 0.042
Si 2.766 10.936 2.886 -0.027 -0.004 0.069
Si 5.465 2.788 2.772 0.01 0.018 -0.013
Si 8.311 16.232 2.881 0.045 -0.041 0.05
Si 5.418 8.205 2.526 0.025 0.019 0.036
Si 8.136 5.449 2.636 0.017 -0.016 0.01
Si 5.354 13.482 2.511 0.003 -0.077 -0.057
Si 8.182 10.898 2.683 0.041 0.019 -0.016
Si 10.879 2.742 2.673 -0.006 0.011 0.015
Si 13.661 16.199 2.773 0.016 -0.004 0.031
Si 10.973 8.057 2.912 0.041 0.011 0.02
Si 13.629 5.408 2.744 0 0.029 -0.008
Si 10.951 13.578 2.617 0.024 0.002 -0.005
Si 13.642 10.852 2.83 0.007 -0.008 0.034
Si 1.408 4.054 4.062 -0.001 0.025 0.006
Si 4.072 1.315 3.98 -0.041 0.019 -0.039
Si 1.334 9.521 4.127 -0.004 0.01 -0.014
Si 4.107 6.831 3.978 -0.05 0.002 -0.023
Si 1.432 14.996 4.153 0.039 -0.035 0.04
Si 4.138 12.288 4.155 -0.012 0.074 0.007
Si 6.839 4.127 4.096 0.037 0.011 0.005
Si 9.601 1.384 4.134 0.007 0.023 0.018
Si 6.773 9.524 3.99 -0.002 -0.023 -0.022
Si 9.494 6.731 4.119 -0.023 0.013 0.007
Si 6.768 14.848 3.987 0.013 0.011 -0.037
Si 9.566 12.244 4.023 0.036 -0.029 0.022
Si 12.242 4.059 4.084 -0.039 0.004 0.006
Si 15.063 1.319 4.021 0.029 -0.011 -0.059
Si 12.291 9.502 4.201 -0.007 -0.021 0.001
Si 14.934 6.732 4.193 -0.028 0.014 0.039
Si 12.248 14.906 4.092 -0.016 -0.001 0
Si 15.025 12.236 4.128 -0.008 -0.015 -0.038
Si 0.025 0.004 5.471 -0.014 -0.018 0.006
Si 2.761 2.694 5.403 0.015 -0.029 -0.019
Si 0.014 5.366 5.465 -0.014 -0.035 0.002
Si 2.736 8.137 5.41 0.02 -0.015 -0.02
Si 0.009 10.876 5.508 0.015 0.026 0.029
Si 2.753 13.619 5.508 -0.014 0.012 0.037
Si 5.45 16.294 5.353 -0.007 0.016 -0.013
Si 8.196 2.753 5.447 -0.002 -0.005 0.011
Si 5.445 5.494 5.399 0.025 0.002 0.005
Si 8.128 8.17 5.399 0.01 0.015 -0.003
Si 5.473 10.863 5.448 0.013 -0.015 -0.009
Si 8.165 13.568 5.395 -0.001 -0.031 -0.019
Si 10.946 16.327 5.458 0.007 0.012 0.011
Si 13.658 2.684 5.394 0.001 -0.01 -0.016
Si 10.885 5.41 5.481 0.015 0.012 0.001
Si 13.63 8.141 5.551 0.025 0.023 0.005
Si 10.866 10.877 5.452 -0.006 0.028 -0.004
Si 13.608 13.569 5.453 -0.016 0.019 -0.007
Si 1.381 1.388 6.796 -0.012 0.023 -0.006
Si 4.096 4.102 6.747 -0.011 -0.009 -0.01
Si 1.375 6.779 6.787 -0.009 -0.007 -0.012
Si 4.074 9.507 6.791 -0.01 0.025 -0.001
Si 1.353 12.248 6.849 -0.016 -0.031 0.002
Si 4.105 15.005 6.812 -0.017 -0.034 -0.005
Si 6.791 1.374 6.728 0.014 0.01 0.007
Si 9.537 4.082 6.86 -0.006 -0.004 0.012
Si 6.777 6.84 6.79 -0.019 -0.008 -0.01
Si 9.487 9.524 6.792 -0.003 0.008 0.009
Si 6.841 12.223 6.802 0.003 -0.007 0.002
Si 9.518 14.969 6.754 -0.012 0.044 -0.02
Si 12.307 1.349 6.813 -0.024 -0.033 0.008
Si 14.961 4.043 6.822 0.001 0.011 0.008
Si 12.224 6.795 6.862 -0.018 0.007 0.014
Si 14.991 9.511 6.882 -0.014 0.001 0.01
Si 12.237 12.231 6.805 0.02 -0.022 -0.012
Si 14.954 14.963 6.797 0.006 -0.004 -0.003
Si 0.019 2.716 8.174 -0.011 -0.029 0.004
Si 2.72 0.029 8.16 0.014 0.005 0.012
Si 0.026 8.12 8.2 0.003 0.014 0.002
Si 2.74 5.441 8.148 -0.009 -0.003 -0.009
Si 16.273 13.602 8.181 0.005 0.005 -0.001
Si 2.69 10.833 8.165 -0.005 0.019 0.003
Si 5.444 2.759 8.111 0.015 0.004 0.004
Si 8.176 0.043 8.085 0.002 -0.01 -0.003
Si 5.429 8.172 8.185 0.006 -0.007 0.008
Si 8.146 5.497 8.155 0.01 0.009 0
Si 5.457 13.607 8.129 0.011 0.018 0.005
Si 8.17 10.887 8.194 -0.011 -0.01 0.004
Si 10.939 2.723 8.181 0.006 0.014 -0.004
Si 13.62 16.308 8.198 0.014 0.007 0.004
Si 10.851 8.191 8.183 0.003 -0.005 -0.007
Si 13.613 5.43 8.197 0.007 -0.008 -0.009
Si 10.877 13.61 8.136 0.009 -0.031 -0.012
Si 13.586 10.89 8.182 -0.006 -0.013 0.009
Si 1.36 4.116 9.513 -0.012 -0.003 -0.006
Si 4.066 1.435 9.488 -0.038 0.005 0.013
Si 1.352 9.476 9.59 0.026 -0.006 0.011
Si 4.061 6.81 9.548 0.003 0.007 0.004
Si 1.308 14.995 9.483 -0.029 0.021 -0.022
Si 4.052 12.228 9.45 0.025 -0.024 -0.019
Si 6.771 4.146 9.495 -0.023 0.003 -0.003
Si 9.535 1.374 9.495 0.005 -0.031 0.007
Si 6.787 9.541 9.543 0.011 0.02 0.015
Si 9.476 6.861 9.549 -0.008 0.02 -0.004
Si 6.804 15.041 9.43 -0.002 -0.014 -0.01
Si 9.539 12.274 9.53 -0.003 -0.005 -0.005
Si 12.264 4.096 9.585 -0.013 -0.008 0
Si 15 1.347 9.526 0.019 0.006 0.004
Si 12.215 9.564 9.542 -0.008 -0.001 -0.001
Si 14.978 6.784 9.574 0.006 -0.009 -0.005
Si 12.225 14.936 9.538 0 0.037 -0.004
Si 14.908 12.241 9.575 -0.007 0.016 -0.006
Si 16.296 16.304 10.92 0.031 -0.011 0.011
Si 2.694 2.772 10.879 -0.003 0 0.033
Si 0.034 5.429 10.95 -0.005 0.003 -0.008
Si 2.701 8.104 10.988 -0.022 -0.027 0.029
Si 16.286 10.865 10.899 -0.029 -0.025 0.001
Si 2.667 13.596 10.752 -0.029 -0.027 -0.026
Si 5.46 0.084 10.793 0.023 -0.004 0.018
Si 8.159 2.789 10.796 0.024 0.019 -0.015
Si 5.43 5.49 10.928 0.016 -0.04 0.009
Si 8.154 8.243 10.961 0 0.008 0.001
Si 5.361 10.877 10.846 -0.001 0.035 0.001
Si 8.158 13.71 10.78 0.03 0.007 0.005
Si 10.884 0.004 10.868 -0.029 -0.02 0.023
Si 13.704 2.739 10.897 0.019 0.002 -0.009
Si 10.834 5.487 10.879 0.019 0.014 -0.022
Si 13.591 8.198 10.864 -0.001 -0.007 -0.017
Si 10.873 10.924 10.946 0.011 0.014 0.005
Si 13.511 13.559 10.98 -0.016 -0.038 -0.003
Si 1.316 1.403 12.226 -0.005 0.029 -0.05
Si 4.037 4.126 12.277 -0.048 -0.003 -0.021
Si 1.358 6.718 12.417 0.051 0.016 0.023
Si 4.058 9.51 12.301 0.017 0.001 -0.032
Si 1.352 12.256 12.17 0.007 0.017 -0.037
Si 4.021 15.014 11.996 -0.006 0.022 -0.06
Si 6.785 1.5 12.168 -0.026 -0.014 -0.018
Si 9.464 4.122 12.218 0.009 0.016 -0.019
Si 6.774 6.897 12.301 0.004 0.005 -0.034
Si 9.499 9.646 12.35 -0.01 -0.031 0.013
Si 6.719 12.369 12.02 -0.033 0.003 -0.054
Si 9.441 15.055 12.234 0.014 0.002 -0.046
Si 12.345 1.338 12.158 -0.003 -0.024 -0.043
Si 15.059 4.06 12.344 0.019 -0.039 -0.008
Si 12.182 6.893 12.193 -0.02 0.018 -0.017
Si 14.912 9.527 12.289 -0.008 0.012 -0.005
Si 12.12 12.246 12.45 0.015 0.034 0.023
Si 14.921 14.906 12.276 -0.005 0.008 -0.034
Si 0.051 2.659 13.802 -0.016 0.04 0.028
Si 2.764 0.005 13.407 0.006 0.015 0.045
Si 16.289 8.158 13.664 -0.017 0.007 0.017
Si 2.73 5.33 13.849 -0.029 0.013 0.017
Si 0.004 13.538 13.588 -0.027 -0.04 0.049
Si 2.669 10.925 13.571 -0.011 -0.016 0.04
Si 5.419 2.776 13.6 -0.031 -0.009 0.086
Si 8.117 0.204 13.555 0.043 -0.044 0.036
Si 5.424 8.212 13.753 -0.009 -0.003 0.04
Si 8.108 5.504 13.629 0.008 -0.014 0.059
Si 5.359 13.737 13.347 0.018 0.003 0.029
Si 8.013 11.136 13.469 0.006 0.02 0.065
Si 10.981 2.75 13.387 -0.009 0.018 0.02
Si 13.57 16.279 13.633 -0.006 -0.019 0.043
Si 10.891 8.248 13.696 0.033 0.036 0.07
Si 13.604 5.526 13.456 0.041 0.019 0.034
Si 10.621 13.668 13.735 -0.025 -0.026 0.07
Si 13.55 10.835 13.768 0.007 -0.016 0.057
Si 1.791 3.525 15.217 0.143 -0.035 -0.714
Si 4.152 1.221 14.844 0.041 0.009 -0.273
Si 1.141 9.746 14.919 0.144 -0.161 -0.752
Si 4.267 6.641 15.114 -0.236 0.118 -0.737
Si 1.251 15.162 14.709 0.126 -0.294 -0.791
Si 4.283 12.18 14.707 -0.277 0.134 -0.761
Si 6.487 4.42 14.927 0.043 -0.09 -0.834
Si 9.832 1.315 14.761 -0.214 -0.011 -0.726
Si 6.529 10 14.844 0.157 -0.347 -0.831
Si 9.783 6.574 14.896 -0.316 0.286 -0.656
Si 6.553 15.229 14.693 -0.13 0.179 -0.328
Si 8.693 12.869 14.963 0.234 -0.011 -0.817
Si 12.073 4.341 14.703 0.208 -0.242 -0.715
Si 15.219 0.951 14.99 -0.264 0.418 -0.718
Si 12.494 9.218 15.192 -0.181 0.205 -0.749
Si 14.689 6.968 14.917 0.15 0.051 -0.657
Si 11.858 15.249 14.899 0.133 -0.153 -0.773
Si 15.238 11.945 14.954 -0.133 0.176 -0.762
Si 6.694 16.273 29.027 -0.031 0.145 0.135
Si 2.143 13.46 24.345 0.081 -0.037 0.102
Si 16.052 2.58 21.453 -0.01 -0.101 -0.204
Si 0.991 12.181 18.839 0.031 0.136 -0.155
Si 3.135 12.319 31.025 -0.06 -0.15 0.184
Si 10.01 15.901 19.168 -0.01 0.038 -0.166
Si 13.234 3.373 27.511 0.098 0.054 0.407
Si 4.033 2.337 27.392 -0.005 -0.078 0.209
Si 14.768 13.31 17.735 0.096 0.106 -0.07
Si 12.155 4.178 17.682 -0.084 0.118 -0.218
Si 9.578 15.96 29.252 0.101 0.068 0.218
Si 10.216 6.727 17.899 0.036 0.025 -0.2
Si 4.738 3.625 19.435 -0.052 -0.05 -0.168
Si 9.573 11.064 25.688 0.214 -0.02 -0.009
Si 13.54 5.59 22.101 0.024 -0.131 -0.162
Si 6.95 15.168 19.568 -0.046 0.12 -0.186
Si 14.723 4.611 19.485 0.031 0.091 -0.265
Si 0.169 5.497 17.058 0.053 -0.151 -0.288
Si 4.68 0.851 23.691 0.153 -0.072 -0.006
Si 2.736 5.586 29.945 0.001 -0.035 0.159
Si 13.878 0.973 29.564 -0.037 -0.066 -0.054
Si 0.937 7.483 28.653 0 -0.057 0.264
Si 6.131 1.468 21.125 -0.019 -0.07 -0.275
Si 2.303 7.877 17.166 0.099 0.022 -0.212
Si 5.588 0.331 17.291 -0.125 -0.013 -0.471
Si 15.753 9.241 25.025 0.127 0.108 -0.159
Si 3.033 2.02 17.578 0.094 -0.048 -0.484
Si 8.212 10.828 17.167 0 0.113 -0.297
Si 10.962 9.614 17.953 0.18 0.008 -0.3
Si 13.662 12.648 26.871 0.054 -0.122 -0.128
Si 0.062 12.096 30.066 -0.082 0.292 0.195
Si 5.786 5.679 28.948 -0.022 0.005 0.173
Si 6.73 10.534 22.376 -0.013 -0.04 -0.18
Si 14.207 4.779 29.948 0.125 -0.004 0.18
Si 5.952 2.554 32.753 -0.08 -0.222 0.431
Si 12.732 14.207 24.508 -0.044 -0.013 0.018
Si 9.042 8.692 21.777 -0.043 0.059 -0.151
Si 12.012 5.913 28.208 0.032 -0.07 0.317
Si 7.078 8.558 29.323 -0.064 0.079 0.137
Si 15.852 6.575 23.913 -0.026 0.031 -0.12
Si 7.101 3.094 17.676 -0.13 -0.078 -0.176
Si 5.894 5.337 23.969 0.019 0.078 -0.171
Si 15.51 13.925 25.223 0.059 -0.127 0.138
Si 8.043 12.767 23.98 0.038 -0.157 -0.153
Si 10.36 4.011 26.895 -0.041 0.146 0.182
Si 10.779 12.149 23.159 -0.025 -0.059 -0.065
Si 2.022 9.418 19.876 0.022 0.005 -0.228
Si 9.817 2.254 17.644 -0.033 0.081 -0.231
Si 7.762 10.041 31.938 -0.215 0.202 0.134
Si 11.315 0.952 31.362 0.025 0.062 0.293
Si 12.861 8.623 28.966 0.112 0.031 0.072
Si 2.641 14.445 19.696 -0.14 -0.045 -0.262
Si 11.259 7.505 25.85 -0.228 0.056 0.076
Si 15.844 2.717 26.303 -0.021 -0.102 0.062
Si 8.914 4.706 24.101 0.082 -0.13 -0.046
Si 6.395 0.657 26.191 -0.058 -0.067 -0.006
Si 15.723 16.094 27.561 -0.186 -0.002 0.201
Si 0.454 4.651 28.398 -0.092 0.072 0.256
Si 8.665 3.284 21.502 -0.047 0.002 -0.023
Si 3.17 8.733 27.284 0.089 0.015 0.209
Si 13.4 2.438 22.642 -0.035 0.002 -0.059
Si 5.631 6.969 26.311 -0.061 -0.033 0.146
Si 4.051 8.958 21.848 0.063 0.039 -0.155
Si 4.173 13.706 26.527 -0.12 0.065 0.143
Si 3.632 3.424 24.827 0.008 0.097 0.027
Si 7.583 12.137 19.813 0.144 0.111 -0.186
Si 3.816 14.718 22.368 0.03 -0.029 -0.236
Si 5.864 2.818 29.674 0.12 -0.001 0.181
Si 0.881 0.758 19.43 0.067 -0.029 -0.314
Si 14.739 16.311 17.788 0.036 -0.063 -0.235
Si 0 11.525 26.942 -0.137 0.109 -0.011
Si 11.49 0.825 24.268 0.03 0.062 -0.096
Si 14.898 6.98 32.032 -0.059 -0.112 0.276
Si 11.424 13.584 30.055 -0.066 0.015 0.24
Si 0.757 3.851 23.969 -0.027 -0.117 -0.064
Si 5.287 6.128 20.983 -0.127 0.027 -0.17
Si 15.876 14.239 32.148 0.014 0.085 0.083
Si 10.335 11.044 20.371 0.026 0.087 -0.186
Si 10.961 1.389 21.438 -0.065 -0.004 -0.147
Si 14.284 14.279 29.534 0.164 0.14 0.247
Si 1.224 8.617 22.663 0.048 0.154 -0.169
Si 5.968 14.649 24.43 -0.158 0.245 -0.097
Si 1.945 0.571 28.752 -0.085 0.148 0.188
Si 2.781 11.383 26.011 0.05 -0.15 -0.008
Si 15.494 9.254 30.425 0.064 -0.035 0.125
Si 10.923 6.795 22.995 -0.016 0.009 -0.199
Si 16.297 2.546 30.324 0.01 0.104 0.061
Si 12.397 14.723 17.92 0.024 0.089 -0.132
Si 4.413 9.637 29.901 0.095 -0.078 0.314
Si 12.196 3.744 32.2 -0.124 0.114 0.115
Si 9.564 12.353 32.246 -0.101 -0.111 0.129
Si 13.195 9.64 26.329 0.167 0.072 -0.007
Si 11.517 11.086 28.083 0.125 -0.017 0.13
Si 4.447 7.935 32.543 0.097 0.065 0.256
Si 8.094 6.155 20.178 0.094 0.003 -0.264
Si 8.426 8.405 26.611 0.008 0.031 0.261
Si 4.036 14.925 29.479 -0.064 -0.112 0.068
Si 1.83 3.84 32.339 0.033 0.061 0.029
Si 2.721 13.608 16.941 -0.05 -0.028 -0.13
Si 9.362 1.333 26.612 -0.01 -0.072 0.107
O 10.558 5.129 28.086 -0.529 -0.106 0.373
O 9.617 1.341 34.026 0.017 0.349 -0.35
O 5.3 9.767 22.481 -0.21 0.229 0.362
O 7.05 7.711 26.164 0.112 0.258 -0.468
O 2.996 2.789 32.674 0.016 0.019 -0.742
O 15.692 5.952 32.982 -0.076 -0.059 -0.197
O 5.96 4.104 33.257 0.131 -0.14 -0.268
O 5.448 15.631 29.823 0.028 0.276 0.554
O 11.321 0.001 32.694 0.176 -0.423 -0.343
O 14.94 1.388 33.853 0.137 -0.069 -0.398
O 12.659 0.618 30.542 0.309 -0.522 -0.265
O 2.946 9.806 26.106 0.057 -0.24 -0.604
O 15.812 10.784 30.862 0.012 0.229 0.295
O 10.209 11.23 27.159 -0.377 0.113 0.41
O 15.475 15.14 26.299 -0.039 0.079 0.1
O 5.523 2.566 31.217 -0.288 -0.352 -0.396
O 16.319 10.004 26.347 0.321 -0.174 0.119
O 1.996 4.589 28.909 0.211 -0.422 -0.511
O 8.313 9.147 33.164 0.266 0.222 -0.01
O 9.64 6.857 33.66 -0.149 0.049 -0.29
O 3.299 9.413 28.753 -0.351 0.341 -0.048
O 9.775 4.508 25.461 0.202 0.15 0.097
O 11.633 6.953 24.406 0.669 0.002 0.108
O 4.299 5.744 29.606 0.031 0.15 -0.008
O 2.47 4.992 31.422 0.17 0.542 0.181
O 8.559 12.299 25.437 -0.146 0.379 0.583
O 3.827 13.654 30.443 0.285 0.224 -0.083
O 8.508 13.442 32.809 -0.081 0.102 -0.252
O 14.322 14.209 24.146 0.135 0.071 -0.595
O 13.626 7.542 32.861 -0.367 0.012 -0.428
O 13.118 3.31 33.425 -0.267 0.406 -0.087
O 6.101 3.925 18.614 0.325 0.383 0.331
O 1.84 7.829 27.355 -0.03 -0.239 -0.593
O 1.639 12.489 17.38 -0.334 -0.217 -0.492
O 5.734 5.696 27.322 -0.094 -0.436 -0.252
O 9.407 9.898 17.668 -0.146 -0.433 0.276
O 13.207 16.094 18.291 -0.476 0.316 0.438
N 5.387 16.328 15.611 -0.079 -0.046 0.083
O 12.666 3.923 16.161 0.613 -0.455 0.065
O 7.304 9.828 16.267 0.138 -0.39 0.28
O 7.61 14.077 15.359 -0.063 0.094 0.513
O 0.795 1.546 20.836 0.195 -0.164 0.637
O 15.744 7.625 25.145 -0.175 -0.146 0.373
O 8.982 6.327 18.85 -0.223 -0.233 -0.004
O 5.34 11.054 15.202 0.117 -0.01 0.574
O 8.588 3.078 18.3 0.138 0.081 0.426
O 14.237 5.64 20.635 -0.055 0.454 -0.042
O 7.181 3.791 16.235 0.249 0.041 0.163
O 1.721 13.127 19.932 -0.234 -0.235 0.512
O 4.456 2.819 28.872 -0.611 0.024 0.265
O 10.63 11.124 24.429 0.345 -0.144 0.21
O 14.001 13.314 28.293 0.192 -0.159 -0.04
O 0.001 10.811 15.401 -0.038 -0.128 0.132
O 0.972 4.181 16.502 -0.225 -0.283 0.358
O 3.426 9.806 20.598 0.242 0.248 -0.084
O 7.525 2.255 21.018 0.155 -0.069 -0.132
O 13.6 8.04 15.557 0.138 -0.024 0.38
O 14.633 12.526 16.338 -0.397 -0.283 -0.019
O 12.491 1.897 21.414 0.317 -0.157 -0.462
O 15.745 12.521 18.747 -0.337 -0.406 0.297
O 2.546 11.882 24.483 0.128 -0.27 -0.629
O 15.85 5.235 18.505 0.074 0.141 0.412
O 12.68 13.64 26.033 -0.445 -0.006 0.394
O 14.713 1.041 16.549 -0.242 0.211 0.463
O 3.533 3.342 18.389 -0.198 0.362 -0.007
O 14.448 6.462 23.115 -0.087 0.368 0.048
O 11.916 13.243 23.499 0.08 0.299 -0.228
O 6.504 6.35 19.937 -0.153 0.294 -0.557
O 3.695 16.259 22.802 -0.527 0.188 0.113
O 1.833 9.13 16.257 0.216 0.112 0.226
O 5.692 1.563 22.662 0.311 0.139 0.251
O 3.878 12.936 16.081 0.418 -0.019 0.217
O 8.445 7.343 21.187 -0.327 -0.166 0.388
O 0.155 2.599 24.824 0.086 -0.464 -0.267
N 2.969 2.283 15.85 0.017 0.059 0.207
O 3.127 12.454 32.667 0.603 -0.47 -0.175
O 1.043 9.801 33.832 -0.252 -0.14 -0.26
O 5.588 13.853 25.781 0.655 -0.187 0.374
O 14.177 9.681 25.041 -0.109 0.403 -0.405
O 0.151 16.27 15.129 0.211 -0.174 0.234
O 11.131 11.457 21.728 0.65 0.169 -0.021
O 4.031 12.103 26.731 0.372 -0.422 0.474
O 0.586 3.017 31.736 -0.309 -0.254 0.018
O 10.832 0.133 15.287 -0.131 0.063 0.427
O 2.83 8.778 22.925 0.009 -0.201 0.458
O 1.674 15.724 19.722 0.129 0.042 0.444
N 5.677 16.295 24.787 0.096 0.031 0.07
O 8.538 15.396 19.496 -0.037 -0.151 0.067
O 4.792 6.379 32.842 -0.345 -0.18 -0.549
O 4.029 14.472 27.927 -0.24 -0.03 -0.148
O 3.681 7.295 16.508 0.062 0.301 0.325
O 13.298 13.463 18.407 -0.347 -0.558 0.389
O 1.035 8.889 21.063 -0.615 -0.124 -0.054
O 4.119 0.824 17.787 -0.211 -0.174 0.297
O 6.523 15.96 27.443 0.183 -0.372 -0.261
O 14.899 1.886 22.363 -0.026 -0.64 0.535
N 13.281 4.803 28.499 -0.008 0.059 -0.229
O 0.705 7.109 22.933 0.13 -0.391 -0.388
O 10.755 0.133 20.467 0.285 -0.218 0.32
O 9.706 7.44 26.324 -0.147 -0.466 0.068
O 3.682 1.861 24.432 -0.624 -0.182 0.297
O 1.226 6.696 17.119 -0.096 0.098 -0.072
O 10.862 5.369 15.032 0.106 -0.227 0.272
O 1.634 1.566 18.244 -0.411 0.028 -0.186
O 15.732 1.293 27.044 -0.014 -0.067 -0.116
O 6.885 11.167 20.899 -0.259 -0.335 -0.095
O 11.199 2.94 18.064 0.268 -0.24 0.332
O 16.271 5.14 24.481 -0.226 -0.058 0.363
O 9.305 12.809 22.963 -0.173 0.426 -0.333
O 14.364 3.345 26.359 -0.139 0.073 -0.639
O 11.878 9.794 16.607 0.193 0.243 0.111
O 8.221 8.748 28.191 0.595 0.333 0.188
O 13.236 4.041 31.015 0.192 -0.164 -0.166
O 12.047 6.223 21.979 -0.034 -0.094 -0.51
O 10.586 0.882 22.927 -0.579 -0.346 0.104
O 4.502 7.922 26.938 0.17 -0.11 -0.186
O 5.409 5.526 15.494 0.156 0.026 0.182
O 0.889 15.843 28.129 0.152 -0.721 -0.128
O 11.853 3.414 26.688 -0.006 -0.327 -0.694
O 12.15 9.511 33.759 0.199 0.242 -0.376
O 13.444 4.165 18.624 -0.06 -0.216 0.312
O 6.504 4.298 29.434 0.516 0.114 -0.1
O 8.92 12.048 16.35 0.464 0.24 0.24
O 7.522 2.177 32.917 0.149 -0.041 -0.641
N 15.655 13.652 30.497 0.088 -0.028 -0.184
O 13.7 8.679 27.558 0.368 -0.329 -0.206
O 9.534 7.017 16.446 -0.435 0.303 0.163
O 6.855 13.59 19.945 -0.246 -0.05 0.1
O 5.391 1.826 26.667 0.094 0.277 -0.167
O 5.208 6.531 24.821 -0.577 0.412 -0.33
O 8.692 9.714 25.713 -0.444 -0.154 -0.242
O 11.302 5.003 32.721 0.142 0.298 -0.327
O 6.899 11.729 23.457 -0.477 0.185 0.215
O 0.305 9.561 23.67 0.045 0.414 0.01
O 13.436 4.061 22.646 0.001 0.226 0.407
O 12.741 1.858 24.017 0.48 0.356 0.533
O 12.098 15.679 24.485 -0.111 -0.136 0.046
O 4.028 11.019 30.649 0.096 0.116 0.185
O 0.515 3.622 22.392 0.23 0.509 -0.118
O 4.472 7.494 21.264 -0.049 -0.135 0.075
O 7.414 5.168 24.491 -0.075 0.304 0.467
O 7.917 9.454 22.652 -0.093 -0.353 0.507
O 1.954 7.005 29.841 0.074 0.231 0.239
O 6.195 15.427 18.144 0.09 -0.588 -0.247
O 5.904 5.637 22.394 0.187 -0.31 0.106
O 1.515 12.023 26.793 0.101 0.302 0.245
O 15.312 5.987 16.067 -0.203 -0.481 0.183
O 7.907 1.182 25.91 0.039 0.31 -0.676
O 4.994 2.257 20.272 -0.189 -0.291 0.018
O 1.137 1.758 29.517 0.147 0.216 -0.265
O 1.343 4.457 33.747 0.491 -0.327 0.366
O 12.347 14.605 16.305 0.028 -0.198 0.212
O 1.646 12.185 30.403 -0.137 -0.149 -0.02
O 6.323 16.253 20.625 -0.38 -0.162 0.159
O 15.685 0.52 18.963 -0.283 0.073 0.537
O 0.883 13.639 32.902 -0.18 -0.246 -0.099
O 3.835 14.56 20.767 0.408 -0.251 0.048
N 15.7 3.968 29.55 -0.08 0.061 -0.068
O 9.861 0.719 18.064 0.012 -0.278 -0.352
O 15.297 14.82 17.389 0.526 -0.099 -0.322
O 10.533 1.204 25.505 0.227 -0.042 -0.078
O 12.174 7.164 29.243 -0.372 -0.29 0.279
O 9.513 2.247 16.052 -0.123 0.324 0.191
O 15.02 1.601 30.531 0.022 0.004 0.274
O 2.876 16.027 29.747 0.082 -0.018 0.477
O 9.502 9.678 20.601 0.045 -0.063 -0.293
O 16.082 11.662 28.535 -0.364 -0.294 0.047
O 3.51 3.53 26.44 -0.387 0.52 0.103
O 0.587 13.799 24.491 -0.072 -0.049 -0.24
O 2.4 8.356 18.704 0.036 -0.356 0.467
O 3.354 14.286 18.253 0.492 0.268 0.137
O 11.359 10.666 19.144 0.575 0.212 0.171
O 10.06 0.659 30.4 -0.527 0.423 0.085
O 10.527 14.666 29.275 0.062 -0.127 -0.46
O 11.536 12.276 29.141 0.232 -0.282 -0.026
N 4.943 1.41 33.649 -0.017 0.104 -0.13
O 10.32 11.54 33.41 -0.318 0.343 0.059
O 5.491 8.77 33.486 0.28 -0.413 0.208
O 8.757 11.212 31.424 0.094 0.149 -0.435
O 13.907 9.079 30.11 -0.322 0.262 0.124
O 7.328 11.477 18.35 -0.72 0.103 0.233
O 1.247 10.649 19.2 -0.13 -0.286 0.097
O 11.32 5.55 17.843 0.023 -0.036 0.359
O 6.616 1.564 17.528 0.419 -0.199 0.029
O 2.332 4.103 24.179 0.066 0.231 -0.074
O 1.979 14.746 16.094 -0.127 0.153 0.234
N 15.184 12.478 26.091 -0.025 -0.102 -0.267
O 8.744 3.412 23.127 0.14 -0.497 0.406
O 9.629 0.237 27.761 -0.034 -0.019 -0.145
O 2.897 8.183 32.933 -0.332 -0.381 -0.698
N 14.551 15.873 28.848 -0.079 -0.012 -0.091
O 10.354 8.257 22.607 0.476 0.316 0.221
O 6.703 15.193 33.772 0.154 0.058 -0.538
O 6.615 7.001 29.385 0.304 -0.281 0.369
O 6.788 1.566 29.211 0.573 0.011 0.011
O 2.877 1.216 27.587 0.051 -0.328 -0.269
O 5.003 4.035 24.256 0.259 -0.385 0.096
O 16.088 15.834 32.506 -0.04 0.11 -0.811
O 9.412 2.786 27.342 -0.189 0.202 0.529
O 10.053 2.644 20.986 0.085 0.206 -0.291
O 11.018 8.052 18.394 0.394 -0.075 0.359
O 7.65 8.962 30.764 0.302 -0.581 0.035
N 12.905 11.155 27.065 0.106 -0.029 -0.019
O 11.238 2.521 31.763 -0.56 0.205 0.045
O 9.679 5.792 23.188 -0.044 -0.069 -0.487
O 8.405 4.719 20.831 0.154 -0.06 0.238
O 9.214 12.178 20.003 0.077 0.28 -0.003
O 12.893 14.19 30.385 0.138 0.282 0.427
O 6.405 10.806 32.486 -0.327 0.35 -0.375
O 10.674 13.148 31.411 0.284 0.317 0.084
O 5.833 9.592 29.106 0.086 0.439 -0.479
O 14.434 13.839 32.828 -0.238 0.398 -0.588
O 12.18 6.549 26.744 0.215 -0.091 -0.24
O 15.244 11.773 33.95 -0.216 -0.161 -0.503
O 13.369 2.049 28.455 -0.404 -0.154 -0.02
O 11.737 9.048 25.927 -0.322 0.245 -0.362
O 7.496 14.276 24.096 0.211 0.618 0.059
O 4.387 4.92 20.35 -0.366 0.217 0.085
O 5.134 14.166 23.117 0.245 -0.367 -0.164
O 15.814 8.262 31.67 0.554 0.121 0.269
O 15.363 3.328 20.205 0.137 -0.344 -0.278
O 11.615 9.67 28.876 -0.433 -0.029 0.333
O 10.929 14.71 18.566 -0.288 -0.433 -0.049
O 0.487 3.742 27.081 0.674 0.032 -0.12
O 0.026 6.207 28.211 -0.767 0.129 -0.354
O 2.518 13.918 22.86 -0.387 -0.078 -0.396
O 3.011 14.236 25.495 -0.183 0.473 0.012
O 4.539 8.441 31.009 -0.1 -0.354 -0.227
O 0.061 8.735 29.171 0.216 0.369 -0.563
O 8.04 15.585 29.579 -0.124 -0.606 0.257
O 14.52 6.219 30.652 0.177 0.121 -0.303

Results
total energy: -133408.304 eV
total energy less fixed offsets of N -271.95, O -438.35, Si -107.03 eV per atom: 8.026 eV
